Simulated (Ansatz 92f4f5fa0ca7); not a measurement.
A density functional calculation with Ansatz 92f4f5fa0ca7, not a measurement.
Periodic cell of 223 atoms, Si132O90B1, from a study of silicon, its oxide and their interface. The atomic structure is a simulated model.
Doubt: the cutoff is far below the 930 eV that the study's wrapper takes by default for these files, so forces and energies are approximate.
This geometry differs little from another in the collection (a relaxation step or a small displacement).

Settings: functional PBE; potential files Ansatz PAW; basis plane waves; wave-function cutoff 580 eV; density cutoff ratio 5; exchange-correlation grid ratio 1; k mesh 1 x 1 x 1, Gamma-centred; self-consistency stop 5e-08 eV per atom in the density residual; occupations fixed; spin none; net charge -1 e, with a uniform compensating background and no finite-size correction.

Cell vectors (angstrom)
a, 10.938, 0, 0
b, 0, 10.938, 0
c, 0, 0, 32.1988

Atoms and the computed forces on them: element, x, y, z (angstrom), force x, y, z (eV/angstrom)
Si, 10.5786, 0.2239, 24.8824, 0.0006, -0.0006, -0.0191
Si, 5.7363, 10.6786, 24.7559, -0.0028, 0.0002, -0.0156
Si, 2.4776, 2.915, 24.6562, 0.0007, -0.0004, -0.0173
Si, 8.4211, 2.4659, 24.8428, -0.0008, 0.0023, -0.0132
Si, 0.2744, 5.1652, 24.7697, -0.0022, 0.0012, -0.014
Si, 5.147, 5.7508, 24.7057, 0.0037, 0.0001, -0.0146
Si, 2.9283, 8.0081, 24.6131, 0.001, 0.0029, -0.0194
Si, 7.9365, 8.4371, 24.7532, 0.0005, -0.0012, -0.0172
Si, 1.3255, 1.3798, 26.0486, 0.0007, -0.0018, 0.006
Si, 6.8396, 1.3111, 26.1361, -0.0012, 0.001, 0.0037
Si, 4.0393, 4.1067, 26.0073, 0.0017, -0.0022, 0.0043
Si, 9.6044, 4.0611, 26.099, -0.0009, 0.0001, 0.004
Si, 1.3926, 6.8276, 26.0167, -0.0015, 0.0001, 0.0035
Si, 6.7632, 6.8531, 26.0411, -0.0005, -0.0026, 0.0048
Si, 4.0985, 9.5358, 26.011, -0.0008, 0.0012, 0.0044
Si, 9.459, 9.571, 26.1726, 0.0018, -0.0012, 0.0053
Si, 2.7228, -0.0091, 27.3633, 0.0004, 0.0001, 0.0069
Si, 8.1499, -0.0164, 27.5852, 0.0032, 0.0025, -0.0134
Si, 0.0048, 2.7149, 27.5041, -0.0019, -0.0015, -0.0123
Si, 5.4355, 2.7436, 27.3875, -0.0008, 0.0015, 0.0063
Si, 2.7213, 5.4679, 27.4528, -0.0009, -0.0017, -0.0031
Si, 8.1817, 5.4717, 27.3724, -0.0007, 0.0014, 0.0063
Si, -0.0101, 8.1801, 27.3987, 0.0003, 0.0009, 0.0067
Si, 5.4354, 8.2009, 27.4665, 0.0031, 0.002, -0.0071
Si, 4.0734, 1.3631, 28.767, -0.0034, -0.0001, -0.0058
Si, 9.5724, 1.3593, 28.8714, 0.0019, 0.0005, 0.0145
Si, 1.3573, 4.105, 28.8355, 0.002, 0.0057, 0.0109
Si, 6.8264, 4.1035, 28.764, -0.0003, 0.0012, -0.0062
Si, 4.0945, 6.8216, 28.8269, 0.0005, -0.0019, 0.0089
Si, 9.5493, 6.8208, 28.7767, -0.002, -0.0033, -0.0051
Si, 1.3648, 9.5647, 28.7639, 0.0024, 0.0004, -0.0068
Si, 6.7751, 9.546, 28.8872, -0.0112, -0.005, 0.0162
Si, 0.0144, -0.0246, 30.188, -0.0028, 0.0012, -0.0011
Si, 5.4126, 0.0109, 30.1987, 0.0047, -0.0021, -0.0022
Si, 2.7289, 2.7241, 30.1761, 0.0024, -0.0003, -0.0014
Si, 8.1886, 2.7563, 30.1771, 0.0013, -0.0001, -0.0007
Si, -0.0297, 5.4615, 30.1767, 0.0022, -0.0016, -0.0016
Si, 5.4804, 5.46, 30.1748, -0.0015, 0, -0.0011
Si, 2.725, 8.2102, 30.164, -0.0004, -0.0006, 0.0002
Si, 8.1994, 8.1795, 30.1887, 0.0004, 0.0024, -0.0027
Si, 1.3691, 1.3559, 31.5612, -0.002, 0.0019, -0.0018
Si, 6.823, 1.3762, 31.5253, -0.0014, -0.0015, 0.0011
Si, 4.1096, 4.09, 31.5353, -0.0007, 0.0013, 0.0002
Si, 9.5547, 4.1042, 31.5753, -0.0032, -0.0016, -0.002
Si, 1.3521, 6.841, 31.5118, 0.0027, -0.002, 0.001
Si, 6.8414, 6.8186, 31.5689, -0.0019, -0.001, -0.002
Si, 4.0672, 9.5717, 31.5806, -0.0007, 0.0003, -0.0025
Si, 9.5746, 9.5523, 31.5491, 0.0006, 0.0012, 0.0005
Si, 2.7061, -0.0044, 0.77, 0.0018, 0.0021, 0.0006
Si, 8.1929, 0.008, 0.6894, -0.0001, -0.0006, -0.0009
Si, -0.0131, 2.7119, 0.7374, 0.0061, -0.0003, -0.0005
Si, 5.4766, 2.7336, 0.7139, 0.0002, -0.0002, -0.0013
Si, 2.7351, 5.4844, 0.6763, -0.0007, -0.0002, -0.0006
Si, 8.2116, 5.479, 0.7669, 0.0015, 0, 0.0004
Si, 0.0136, 8.1847, 0.7118, -0.0029, 0.0014, 0.0001
Si, 5.4834, 8.214, 0.7341, 0.0007, -0.0023, -0.0006
Si, 4.1242, 1.3685, 2.0898, -0.0028, 0.0015, 0.0047
Si, 9.5701, 1.3079, 2.1066, -0.0118, -0.0063, 0.0057
Si, 1.375, 4.1238, 2.0482, 0.0016, -0.0002, 0.0076
Si, 6.8396, 4.0835, 2.101, -0.0011, 0.0026, 0.0009
Si, 4.1019, 6.8323, 2.0748, -0.0046, -0.0007, 0.0011
Si, 9.5717, 6.8859, 2.1175, -0.0027, 0.0045, 0.0106
Si, 1.3206, 9.5571, 2.1242, -0.0078, -0.0027, 0.0056
Si, 6.8711, 9.5841, 2.0995, 0.0026, 0.0097, 0.0066
Si, -0.1789, -0.1903, 3.5349, 0.0428, 0.0413, -0.015
Si, 5.4978, 0.015, 3.4781, 0.0039, -0.0002, 0.007
Si, 2.7449, 2.7587, 3.4016, 0.0062, 0.0119, -0.0106
Si, 8.1834, 2.6782, 3.4605, -0.007, -0.0129, 0.01
Si, 0.0247, 5.4888, 3.4361, 0.0028, 0.0008, 0.0042
Si, 5.4879, 5.4836, 3.4434, 0.0001, -0.003, 0.0028
Si, 2.7484, 8.204, 3.4581, 0.0071, 0.0005, 0.0086
Si, 8.351, 8.382, 3.5166, 0.047, 0.0304, 0.0314
Si, 1.3401, 1.3029, 4.6187, -0.0069, -0.0045, 0.0101
Si, 6.8805, 1.3038, 4.9296, 0.0109, -0.004, -0.0215
Si, 4.1292, 4.1012, 4.8414, 0.0065, -0.0075, -0.0151
Si, 9.5791, 4.0787, 4.7457, 0.0027, 0.0062, -0.0006
Si, 1.3518, 6.8871, 4.8392, -0.0127, -0.0014, -0.0121
Si, 6.9025, 6.932, 4.7061, -0.0058, -0.001, 0.0175
Si, 4.1325, 9.5786, 4.8406, -0.0001, -0.0021, -0.007
B, 9.5317, 9.5703, 4.7366, -0.0598, -0.099, -0.0657
Si, 2.7405, 0.0874, 6.0866, -0.0081, -0.0064, -0.0118
Si, 8.3704, -0.2091, 6.0639, -0.0306, 0.042, 0.0188
Si, 0.0343, 2.6629, 6.0054, -0.0068, -0.0096, -0.024
Si, 5.4957, 2.7193, 6.3057, -0.0046, 0.0021, 0.0096
Si, 2.7764, 5.5289, 6.2199, -0.0068, 0.0027, -0.0024
Si, 8.2149, 5.4935, 6.0452, 0.0031, 0.0028, -0.0106
Si, -0.1775, 8.3798, 5.917, 0.0356, 0.0011, 0.0105
Si, 5.5667, 8.2428, 6.1896, -0.0003, -0.0029, -0.0284
Si, 3.822, 1.5807, 7.5956, 0.0088, 0.0072, 0.0282
Si, 9.8193, 1.1107, 7.3622, -0.0039, -0.004, 0.0303
Si, 1.6034, 3.7935, 7.2966, 0.0011, -0.0012, 0.0281
Si, 6.6663, 4.4459, 7.465, -0.0031, -0.0115, 0.0138
Si, 4.4436, 6.6838, 7.5091, 0.0055, -0.0009, 0.0278
Si, 9.418, 7.0341, 7.336, -0.0191, -0.0072, 0.0123
Si, 1.0571, 9.8907, 7.2263, 0.012, -0.0053, 0.0347
Si, 7.2129, 9.2508, 7.6027, 0.0151, 0.012, 0.0397
O, 8.251, 8.0209, 7.9277, -0.0006, -0.0022, 0.002
O, 2.7136, 2.7566, 7.951, 0.001, 0.0078, -0.0131
O, 9.5137, 1.3491, 24.279, -0.0006, -0.0005, 0.0052
O, 4.0441, 6.865, 24.1289, -0.0026, 0.0006, 0.0072
O, 0.0404, 0.0635, 7.9417, 0.0047, -0.0078, -0.0018
O, 5.5287, 5.5303, 8.0189, -0.0021, 0.0021, -0.0056
O, 6.8489, 9.5701, 24.2054, 0.0005, 0.0006, 0.0064
O, 1.3677, 4.0579, 24.173, 0.0011, -0.0006, 0.0052
O, 3.9714, 7.5518, 8.8674, -0.0137, 0.0002, -0.0079
O, 0.6877, 4.2825, 8.5717, -0.0011, 0.0042, -0.0041
O, 10.0048, 6.383, 8.7494, 0.0238, -0.005, -0.0206
O, 1.8473, 9.1737, 8.4671, 0.0021, -0.0226, -0.0068
O, 7.5327, 3.9703, 8.7998, -0.0025, 0.0058, -0.0097
O, 4.2144, 0.9185, 9.0815, -0.0071, 0.0002, -0.0171
O, 6.7883, 9.6298, 9.1724, -0.0012, -0.0006, -0.0363
O, 9.1174, 1.8023, 8.6961, 0.0065, -0.0073, -0.02
O, 7.7113, 3.1509, 23.5252, 0.0056, -0.0049, 0.0101
O, 10.5013, 5.8391, 23.4501, 0.0046, -0.0053, 0.0096
O, 5.0937, 0.4302, 23.4056, 0.0045, -0.0052, 0.0103
O, 5.8557, 5.0904, 23.3688, -0.0047, 0.0052, 0.0084
O, 3.1057, 2.207, 23.2833, -0.0061, 0.0049, 0.0109
O, 2.2871, 8.724, 23.2388, 0.0061, -0.0058, 0.0105
O, 8.619, 7.7523, 23.4094, -0.0061, 0.0046, 0.0106
O, 0.2141, 10.3401, 23.5927, -0.0022, 0.0034, 0.012
Si, 4.3925, 1.5699, 22.4832, 0.001, -0.0009, -0.0126
Si, 3.4992, 7.9297, 14.0033, 0.0014, -0.0007, 0.0043
Si, 7.1205, 0.9706, 14.6376, -0.0012, -0.0002, 0.0026
Si, 0.934, 9.3564, 22.5378, -0.0029, 0.004, -0.0111
Si, 1.1568, 4.3024, 11.8714, 0.007, -0.0072, 0.0076
Si, 6.2648, 8.9696, 15.2964, 0, 0, 0.0009
Si, 0.689, 1.3532, 12.2999, -0.0001, 0.001, 0.0027
Si, 8.6203, 4.9567, 20.5181, 0.0023, -0.0027, -0.0075
Si, 0.3729, 5.6574, 9.3572, 0.002, 0.0074, 0.0084
Si, 5.0967, 3.1177, 17.9253, 0.0009, 0.0008, -0.0003
Si, 0.8702, 3.7327, 16.7236, 0.0018, 0.0003, -0.0001
Si, 10.3941, 2.8448, 19.2179, 0.0005, -0.0008, -0.0035
Si, 5.2482, 1.194, 10.3305, 0.0025, 0.0055, 0.0086
Si, 0.8824, 0.1742, 19.8522, -0.0028, 0.003, -0.0058
Si, 6.668, 9.4815, 10.7975, -0.0012, -0.0035, 0.0214
Si, 9.343, 9.6788, 18.3069, -0.0012, -0.0014, -0.0006
Si, 9.4114, 9.2493, 12.5353, 0.0014, -0.0013, 0.0064
Si, 6.5705, 3.846, 22.6017, 0.0004, 0.0001, -0.01
Si, 2.4855, 8.0141, 9.3703, -0.0243, 0.0138, -0.0057
Si, 10.596, 7.3659, 17.0628, 0.0007, -0.0007, 0.0002
Si, 2.5129, 6.2863, 16.5493, 0.0003, -0.0005, 0.0019
Si, 10.1659, 4.4832, 14.1646, -0.0015, 0.0001, 0.0052
Si, 6.1382, 9.1882, 18.4976, 0.0012, -0.0016, 0.0005
Si, 7.9498, 2.5719, 9.5161, -0.0061, -0.0002, 0.0135
Si, 8.8883, 2.132, 12.4047, 0.0007, -0.0015, 0.0062
Si, 5.3413, 6.2447, 18.048, -0.0005, 0.0007, 0.0002
Si, 3.9247, 0.5615, 19.4729, 0.0017, -0.0012, -0.0078
Si, 4.2506, 3.8568, 12.0267, 0.0003, 0.0023, 0.005
Si, 5.5604, 6.6192, 12.0821, -0.0005, -0.0046, 0.0044
Si, 8.0084, 2.5, 17.2064, -0.0004, 0.0006, -0.0001
Si, 4.3536, 2.492, 14.9394, 0.0006, -0.0015, 0.0016
Si, 1.5454, 1.2008, 15.2531, 0.0018, -0.0009, 0.0024
Si, 1.5959, 9.4121, 12.0096, -0.002, 0.0056, 0.0068
Si, 8.0597, 6.8558, 13.8335, -0.0006, -0.0007, 0.0021
Si, 10.3873, 9.8315, 15.4656, 0.0009, -0.0011, 0.0031
Si, 9.8057, 7.0115, 22.5705, 0.0003, -0.0007, -0.0102
Si, 8.1145, 5.4871, 17.4127, -0.0001, 0.0008, -0.0032
O, 6.0669, 7.9723, 11.2334, 0.0031, 0.0061, -0.0037
O, 6.0262, 9.2037, 16.8803, 0.0002, 0.0001, -0.0004
O, 7.6951, 1.359, 13.172, 0.0025, 0.0011, -0.0035
O, 0.8746, 1.7316, 13.8774, -0.0005, 0, -0.0048
O, 9.4437, 6.2408, 16.8826, -0.0005, -0.0007, 0.0005
O, 6.7835, 6.2139, 13.0765, -0.0017, 0.0011, -0.0012
O, 5.1393, 4.6578, 18.5892, 0.0002, -0.0008, -0.0003
O, 9.2204, 2.1497, 18.2664, 0.0015, 0.0002, 0.0009
O, 2.3677, 0.0984, 19.0895, -0.0002, -0.0001, 0.0019
O, 9.4153, 10.2302, 16.7462, 0.0004, 0.0003, -0.0002
O, 2.7642, 4.4717, 11.6981, -0.002, 0.0013, -0.0003
O, 5.0675, 10.3267, 19.0936, -0.0019, 0.0021, 0.0008
O, 9.4193, 3.2501, 13.4387, -0.0003, -0.0017, -0.0017
O, 0.4484, 1.7643, 19.9511, 0.0011, -0.0008, 0.0003
O, 3.1588, 1.3584, 15.0454, -0.0001, 0.0004, -0.0002
O, 8.16, 5.3909, 19.0283, 0.001, -0.0008, 0.0051
O, 3.8948, 6.584, 17.3675, -0.0001, 0, -0.0005
O, 4.5649, 3.2787, 16.3728, 0, -0.0004, -0.0003
O, 9.0539, 5.663, 14.3082, 0.0012, -0.0002, -0.0005
O, 5.4537, 2.758, 22.1416, 0.0001, 0.0004, 0.0024
O, 10.6497, 4.1073, 15.6636, -0.0006, 0.0005, -0.0033
O, 0.3304, 3.8607, 18.2615, -0.0011, -0.0008, 0.001
O, 10.428, 10.5134, 19.2049, 0.003, 0.001, 0.0015
O, 9.66, 10.0243, 14.0059, -0.0009, -0.0005, -0.0038
O, 10.8998, 8.1221, 22.097, -0.0003, -0.0005, 0.0023
O, 1.205, 2.1517, 16.5282, -0.0002, 0, -0.0009
O, 9.7259, 3.7531, 20.4017, -0.0019, 0.0026, 0.0019
O, 8.1263, 4.0344, 16.6893, 0.0005, -0.0001, 0.0008
O, -0.0184, 9.1032, 11.876, 0.0034, -0.0008, -0.0003
O, 6.5767, 2.4033, 17.9879, -0.0001, -0.0003, -0.0002
O, 5.6013, 10.7295, 11.1684, 0.0012, 0.0005, -0.0032
O, 7.7521, 9.5916, 18.8259, 0.0001, 0.0002, -0.0006
O, 10.0444, 1.0072, 12.0489, -0.0004, 0.0002, -0.0005
O, 1.6385, 6.6489, 9.2583, -0.0087, 0.0272, -0.0076
O, 0.6256, 4.7683, 13.3532, 0.0018, 0.0004, -0.0039
O, 5.6969, 7.6267, 18.9639, 0.0002, 0.0003, -0.0009
O, 5.2236, 5.0945, 11.4963, 0.0007, -0.0009, -0.0003
O, 2.7297, 6.9717, 15.0884, 0.0006, 0.0016, -0.0027
O, 0.9462, 2.7243, 11.483, 0.0003, 0.0021, -0.0018
O, 0.8744, 10.6697, 15.5526, 0, 0.0003, -0.0007
O, 2.4623, 8.6342, 10.8784, -0.0003, -0.0152, -0.0282
O, 4.6588, 2.4334, 11.2789, 0.0019, -0.0065, -0.0048
O, 4.2244, 3.5326, 13.6673, -0.0001, 0.0013, -0.0037
O, 2.1791, 4.6817, 16.4604, -0.0004, -0.0003, -0.0002
O, 10.6982, 8.2412, 15.6807, 0.0001, 0.001, -0.0006
O, 6.9217, 10.3044, 14.661, 0.0005, 0.0007, -0.0003
O, 2.3405, 8.9377, 13.4063, -0.0032, 0.002, -0.0054
O, 8.0326, 1.5306, 15.8884, 0.0001, -0.0006, -0.0012
O, 4.1588, 7.0182, 12.8289, 0.002, -0.0008, -0.0012
O, 4.174, 2.0128, 18.7202, -0.001, -0.0019, 0.0018
O, 7.2889, 4.4172, 21.2678, -0.0043, -0.0022, 0.0058
O, 8.4311, 2.8821, 11.0455, -0.0031, 0.0004, -0.0101
O, 1.1909, 6.8735, 17.3384, 0.0002, 0.0002, -0.0006
O, 5.6628, 1.6088, 14.7235, 0.0007, -0.0003, -0.0001
O, 8.1472, 9.7529, 11.5655, -0.0051, 0.0006, -0.0043
O, 9.2046, 6.2856, 21.2463, 0.0024, 0.0044, 0.0055
O, 8.995, 7.7174, 12.8481, 0.0012, 0.0024, -0.0016
O, 1.6775, 0.1199, 11.8933, 0.0009, -0.0024, -0.0005
O, 6.6554, 6.1591, 17.0548, 0.0006, -0.0001, 0.0003
O, 7.3878, 7.8031, 15.0045, 0.0012, -0.0011, -0.0013
O, 1.2003, 10.2943, 21.2308, -0.0003, -0.006, 0.0097
O, 10.0359, 8.2003, 18.3393, -0.0001, 0.0005, 0
O, 3.9594, 0.8548, 21.0836, 0.0015, 0.0034, 0.0099
O, 0.2249, 5.2399, 10.9201, -0.0016, 0.0123, -0.0215
O, 6.6329, 1.6366, 9.6077, 0.0047, -0.0002, -0.0022
O, 4.7694, 8.7174, 14.6787, -0.0012, -0.0006, -0.0009

Results
free energy: -135250.521 eV
free energy less fixed offsets of B -154.04, O -568.88, Si -635.61 eV per atom: 3.239 eV

The program warned: the cutoff lies below the one the program advises for these potential files; the forces do not sum to zero within the program's tolerance; the exchange-correlation potential is rough where the density is thin.
